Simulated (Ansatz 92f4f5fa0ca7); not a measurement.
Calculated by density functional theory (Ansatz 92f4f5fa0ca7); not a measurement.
Periodic cell of 466 atoms, Si304O162, from a study of silicon, its oxide and their interface. The atomic structure is a simulated model.
Doubt: the cutoff is far below the 930 eV that the study's wrapper takes by default for these files, so forces and energies are approximate.

Settings
functional: PBE
potential files: Ansatz PAW
basis: plane waves
wave-function cutoff: 580 eV
density cutoff ratio: 5
exchange-correlation grid ratio: 1
k mesh: 1 x 1 x 1, Gamma-centred
self-consistency stop: 5e-08 eV per atom in the density residual
occupations: fixed
spin: none
net charge: 0

Cell vectors (angstrom)
a 15.4691 0 0
b 0 15.4691 0
c 2.774 -3.0337 34.5508

Atoms and the computed forces on them: element, x, y, z (angstrom), force x, y, z (eV/angstrom)
Si 11.077 -3.025 24.546 -0.205 0.018 -0.174
Si 11.211 -6.898 24.464 -0.158 0.008 -0.253
Si 3.29 -3.095 24.261 0.498 0.081 0.044
Si 3.469 0.855 24.567 -0.756 0.003 -0.019
Si 3.489 -10.749 24.543 -0.642 0.03 -0.084
Si 3.415 -6.82 24.548 -0.313 0.008 -0.039
Si 6.397 -2.965 24.422 0.357 -0.165 -0.16
Si 5.824 0.837 24.414 0.611 -0.061 -0.222
Si 5.837 -10.634 24.496 0.621 -0.012 0.006
Si 5.84 -6.935 24.349 0.13 -0.007 -0.023
Si 11.2 0.807 24.3 -0.269 -0.094 -0.366
Si 11.209 -10.721 24.31 -0.12 -0.085 -0.067
Si -1.993 -3.102 24.377 0.168 0.026 0.052
Si -1.836 0.731 24.215 0.187 0.095 0.03
Si -1.756 -10.808 24.258 0.229 0.066 -0.461
Si -1.855 -6.984 24.405 0.325 0.034 -0.287
Si 2.849 -1.164 25.649 0.039 0.058 -0.054
Si 2.851 2.796 25.75 0.117 -0.083 0.011
Si 2.801 -8.796 25.706 0.181 -0.109 -0.114
Si 2.89 -4.907 25.746 -0.01 0.031 0.17
Si 6.562 -1.016 25.72 -0.077 0.009 -0.034
Si 6.561 2.807 25.564 -0.118 0.035 -0.159
Si 6.514 -8.773 25.714 -0.04 0.134 0.091
Si 6.579 -5.009 25.623 -0.104 0.011 -0.032
Si 10.579 -1.04 25.692 0.017 0.013 0.056
Si 10.61 2.763 25.519 0.042 0.214 0.108
Si 10.632 -8.853 25.655 -0.006 0.045 0.28
Si 10.574 -4.988 25.714 0.04 -0.139 0.138
Si -1.262 -1.149 25.576 0.039 -0.047 0.061
Si -1.187 2.715 25.479 -0.14 -0.299 0.117
Si -1.191 -8.9 25.603 -0.024 -0.057 0.085
Si -1.211 -5.009 25.573 -0.062 0.054 0.075
Si 0.797 -1.13 26.88 -0.076 0.013 -0.068
Si 0.783 2.748 26.902 -0.005 0.078 -0.064
Si 0.789 -8.845 26.94 -0.013 0.032 -0.02
Si 0.807 -4.941 26.912 -0.018 -0.056 -0.069
Si 4.689 -1.111 27.145 -0.009 -0.017 0.081
Si 4.754 2.799 27.136 -0.04 0.028 0.084
Si 4.666 -8.774 27.169 0.054 -0.017 0.152
Si 4.761 -4.923 27.155 0.01 0.074 0.037
Si 8.573 -1.041 26.967 0.012 -0.052 0.053
Si 8.586 2.787 26.848 0.059 -0.041 -0.022
Si 8.581 -8.821 26.926 0.051 0.001 -0.086
Si 8.552 -5.015 26.965 0.035 0.02 -0.091
Si 12.438 -1.097 27.133 0.04 0.045 0.111
Si 12.455 2.744 27.023 -0.002 -0.022 0.054
Si 12.472 -8.873 27.123 -0.158 -0.038 0.147
Si 12.462 -4.999 27.129 0.003 -0.027 0.066
Si 0.813 -3.029 28.327 -0.031 0.015 -0.016
Si 0.822 0.813 28.301 -0.052 -0.025 -0.043
Si 0.811 4.682 28.325 -0.029 -0.004 -0.009
Si 0.818 -6.889 28.318 -0.015 0 -0.031
Si 4.725 -3.017 28.509 0.012 0.034 -0.06
Si 4.705 0.845 28.46 0.013 0.026 -0.015
Si 4.714 4.731 28.478 0.01 -0.005 -0.004
Si 4.7 -6.853 28.5 -0.004 -0.05 -0.053
Si 8.569 -3.03 28.32 0.003 0.029 -0.024
Si 8.581 0.891 28.334 0.021 -0.04 -0.019
Si 8.573 4.697 28.301 0.024 -0.004 -0.039
Si 8.583 -6.923 28.37 0.02 0.031 -0.066
Si 12.44 -3.047 28.459 0.02 -0.006 -0.051
Si 12.446 0.85 28.445 0.035 -0.032 -0.074
Si 12.448 4.653 28.44 -0.019 0.038 -0.101
Si 12.457 -6.931 28.465 0.006 0.002 -0.026
Si 2.733 -3.035 29.764 0.057 0.003 -0.033
Si 2.733 0.835 29.752 0.073 0.03 -0.03
Si 2.735 4.697 29.759 0.054 -0.034 -0.047
Si 2.724 -6.891 29.767 0.067 -0.006 -0.028
Si 6.688 -3.029 29.784 -0.067 0.013 -0.053
Si 6.669 0.84 29.766 -0.065 -0.009 -0.055
Si 6.681 4.704 29.768 -0.082 0.004 -0.069
Si 6.669 -6.902 29.782 -0.065 -0.027 -0.031
Si 10.475 -3.036 29.761 0.057 -0.024 -0.052
Si 10.489 0.846 29.763 0.037 0.01 -0.036
Si 10.481 4.692 29.748 0.055 0.011 -0.035
Si 10.498 -6.906 29.775 0.05 -0.024 -0.033
Si -1.077 -3.034 29.773 -0.044 0.023 -0.048
Si 14.401 0.835 29.759 -0.059 0.003 -0.026
Si -1.078 4.692 29.769 -0.035 0.013 -0.042
Si -1.063 -6.902 29.774 -0.07 0.035 -0.043
Si 0 1.934 2.05 -0.344 -0.028 -0.009
Si 0 5.801 2.05 -0.23 0.086 -0.088
Si 0 -5.801 2.05 -0.257 0.017 0.105
Si 0 -1.934 2.05 -0.203 -0.101 0.097
Si 3.867 1.934 2.05 0.381 -0.018 -0.023
Si 3.867 5.801 2.05 0.298 0.023 -0.078
Si 3.867 -5.801 2.05 0.251 0.026 -0.084
Si 3.867 -1.934 2.05 0.247 -0.074 0.08
Si 7.734 1.934 2.05 -0.228 -0.052 0.159
Si 7.734 5.801 2.05 -0.248 0.041 -0.089
Si 7.734 -5.801 2.05 -0.266 0.002 -0.005
Si 7.734 -1.934 2.05 -0.249 -0.004 0.069
Si -3.867 1.934 2.05 0.085 -0.01 0.091
Si 11.602 5.801 2.05 0.221 0.083 -0.125
Si -3.867 -5.801 2.05 0.383 0.04 -0.05
Si -3.867 -1.934 2.05 0.207 -0.097 0.007
Si -1.948 1.931 3.475 0.011 0.019 0.043
Si -1.935 5.858 3.452 -0.021 -0.078 0.057
Si -1.932 -5.793 3.496 -0.02 -0.007 -0.009
Si -1.939 -1.981 3.473 -0.022 0.078 0.022
Si 1.937 1.929 3.344 -0.068 -0.028 -0.033
Si 1.937 5.826 3.353 0.024 -0.06 0.023
Si 1.941 -5.803 3.364 -0.067 -0.027 0.051
Si 1.937 -1.979 3.379 0.05 0.089 -0.016
Si 5.801 1.926 3.494 0.024 0.004 -0.023
Si 5.806 5.791 3.466 -0.017 0.002 0.038
Si 5.792 -5.801 3.466 -0.018 0.008 0.033
Si 5.804 -1.938 3.485 0.007 -0.018 0.031
Si 9.663 1.926 3.395 0.007 0.065 0.015
Si 9.667 5.794 3.354 0.005 -0.042 0.045
Si 9.678 -5.791 3.348 0.021 0.005 -0.046
Si 9.668 -1.918 3.372 0.033 -0.023 0.048
Si -1.975 -0.048 4.859 -0.075 -0.027 -0.113
Si -1.979 3.928 4.82 -0.149 -0.022 -0.009
Si -1.891 -7.708 4.926 0.056 -0.044 0.017
Si -1.916 -3.888 4.949 0.001 0.025 0.107
Si 1.941 -0.01 4.653 0.125 -0.06 -0.076
Si 1.946 3.872 4.633 0.067 0.056 -0.136
Si 1.949 -7.724 4.702 0.123 -0.051 0.043
Si 1.941 -3.91 4.74 0.089 0.08 0.031
Si 5.798 -0.011 4.918 0.007 0.06 -0.004
Si 5.822 3.868 4.903 -0.058 -0.031 -0.037
Si 5.783 -7.739 4.857 -0.06 -0.057 0.051
Si 5.801 -3.883 4.896 0.107 0.062 0.105
Si 9.656 -0.007 4.747 -0.003 0.019 0.009
Si 9.625 3.88 4.72 0.133 0.061 -0.079
Si 9.728 -7.727 4.64 -0.048 -0.012 -0.064
Si 9.699 -3.869 4.673 -0.108 -0.005 0.055
Si 0.062 -0.081 6.034 -0.025 0.07 0.057
Si 0.059 3.966 5.994 0.011 -0.039 -0.037
Si 0.157 -7.695 6.223 -0.033 0.174 0.007
Si 0.135 -3.918 6.263 0.008 -0.188 -0.092
Si 3.752 -0.037 6.169 0.002 0.13 -0.042
Si 3.769 3.879 6.117 0.023 0.026 -0.065
Si 3.781 -7.774 6.2 0.027 -0.035 -0.151
Si 3.794 -3.884 6.224 -0.04 -0.104 0.015
Si 7.811 0.008 6.252 0.035 -0.232 -0.057
Si 7.812 3.864 6.255 0.052 0.04 0.075
Si 7.848 -7.734 6.023 0.049 0.126 -0.084
Si 7.862 -3.903 6.139 -0.095 -0.06 -0.067
Si -3.958 -0.042 6.223 -0.124 0.028 0.114
Si -3.984 3.941 6.162 0.045 0 -0.128
Si -3.936 -7.714 6.167 -0.035 -0.179 -0.012
Si -3.981 -3.867 6.21 0.058 0.035 0.02
Si 0.262 1.963 7.137 0.094 -0.024 0.588
Si 0.729 5.784 7.349 -0.089 -0.004 0.219
Si 0.867 -5.819 7.588 -0.014 -0.069 -0.014
Si 0.687 -1.93 7.392 -0.07 -0.041 0.258
Si 3.323 1.968 7.402 -0.205 -0.052 0.648
Si 3.183 5.733 7.443 0.007 0.078 0.014
Si 3.276 -5.851 7.503 -0.102 0.051 -0.007
Si 3.13 -1.941 7.434 0.071 -0.002 -0.088
Si 8.561 1.922 7.448 -0.25 -0.015 0.263
Si 8.45 5.906 7.329 -0.121 0.073 0.094
Si 8.452 -5.886 7.35 -0.127 0.133 0.122
Si 8.354 -1.987 7.459 0.117 0.003 -0.021
Si -4.498 1.973 7.367 0.234 0.064 0.061
Si -4.6 5.868 7.463 0.044 -0.04 0.034
Si -4.615 -5.835 7.395 -0.017 0.052 0.029
Si -4.666 -1.967 7.496 -0.185 0.011 -0.112
Si 4.473 -1.693 9.353 -0.319 -0.138 0.122
Si 2.774 -4.967 31.132 -0.299 0.05 0.051
Si 2.774 -1.1 31.132 -0.231 0.018 -0.07
Si 2.774 2.767 31.132 -0.256 -0.034 -0.037
Si 2.774 -8.834 31.132 -0.25 0.003 -0.072
Si 6.641 -4.967 31.132 0.251 0.005 0.11
Si 6.641 -1.1 31.132 0.278 0.082 0.065
Si 6.641 2.767 31.132 0.158 0.029 0.028
Si 6.641 -8.834 31.132 0.222 -0.025 0.096
Si 10.508 -4.967 31.132 -0.159 0.004 0.008
Si 10.508 -1.1 31.132 -0.182 0.037 -0.089
Si 10.508 2.767 31.132 -0.173 0.053 0.015
Si 10.508 -8.834 31.132 -0.137 -0.11 -0.037
Si -1.093 -4.967 31.132 0.164 -0.006 0.054
Si 14.375 -1.1 31.132 0.147 0.04 -0.006
Si -1.093 2.767 31.132 0.22 -0.064 0.038
Si -1.093 -8.834 31.132 0.163 -0.053 0.011
Si 4.708 -4.967 32.499 0.001 0 -0.061
Si 4.708 -1.1 32.499 -0.006 0.014 -0.063
Si 4.708 2.767 32.499 0.005 0.008 -0.058
Si 4.708 -8.834 32.499 0.024 -0.037 -0.062
Si 8.575 -4.967 32.499 -0.005 -0.02 0.063
Si 8.575 -1.1 32.499 -0.019 0.035 0.065
Si 8.575 2.767 32.499 0.007 -0.004 0.055
Si 8.575 -8.834 32.499 0.001 -0.014 0.048
Si -3.027 -4.967 32.499 0.001 0.01 -0.041
Si 12.442 -1.1 32.499 0.024 0.007 -0.039
Si -3.027 2.767 32.499 -0.005 0.014 -0.039
Si -3.027 -8.834 32.499 -0.025 -0.015 -0.042
Si 0.84 -4.967 32.499 0.013 0.019 0.062
Si 0.84 -1.1 32.499 0.014 0.028 0.05
Si 0.84 2.767 32.499 0 0.005 0.057
Si 0.84 -8.834 32.499 -0.006 -0.032 0.059
Si 4.708 -3.034 33.867 -0.002 -0.004 0.022
Si 4.708 0.833 33.867 0.003 -0.01 0.026
Si 4.708 4.701 33.867 -0.024 0.015 0.031
Si 4.708 -6.901 33.867 -0.002 0.006 0.021
Si 8.575 -3.034 33.867 0.021 -0.019 -0.03
Si 8.575 0.833 33.867 0.012 -0.006 -0.018
Si 8.575 4.701 33.867 -0.004 0.029 -0.028
Si 8.575 -6.901 33.867 0.011 -0.002 -0.025
Si -3.027 -3.034 33.867 -0.012 -0.027 0.025
Si 12.442 0.833 33.867 -0.017 0.011 0.027
Si -3.027 4.701 33.867 0.025 0.031 0.017
Si -3.027 -6.901 33.867 -0.005 -0.021 0.016
Si 0.84 -3.034 33.867 -0.012 -0.017 -0.027
Si 0.84 0.833 33.867 -0.009 -0.008 -0.023
Si 0.84 4.701 33.867 0 -0.007 -0.016
Si 0.84 -6.901 33.867 -0.017 0.022 -0.029
Si 0 0 0.683 -0.139 0.024 0.016
Si 0 3.867 0.683 -0.162 0 0.004
Si 0 7.734 0.683 -0.131 -0.022 -0.014
Si 0 -3.867 0.683 -0.135 0.006 -0.012
Si 3.867 0 0.683 0.128 0.011 0.012
Si 3.867 3.867 0.683 0.125 0.004 0.002
Si 3.867 7.734 0.683 0.17 -0.003 -0.019
Si 3.867 -3.867 0.683 0.165 -0.005 -0.017
Si 7.734 0 0.683 -0.13 0.001 0.011
Si 7.734 3.867 0.683 -0.12 0.021 0.016
Si 7.734 7.734 0.683 -0.145 -0.014 -0.012
Si 7.734 -3.867 0.683 -0.125 0 0.003
Si -3.867 0 0.683 0.156 0.018 0.017
Si 11.602 3.867 0.683 0.181 0.003 0.007
Si -3.867 7.734 0.683 0.087 -0.018 -0.013
Si -3.867 -3.867 0.683 0.111 0.001 -0.015
Si -1.063 -2.987 22.226 -0.256 0.07 0.041
Si -1.051 0.216 21.981 -0.219 0.056 0.028
Si -0.358 -10.24 21.393 0.04 -0.038 -0.252
Si -1.868 -7.578 21.324 -0.173 0.079 -0.009
Si 2.025 -2.975 22.294 -0.341 -0.062 -0.241
Si 2.008 0.227 21.869 0.04 0.028 -0.073
Si 2.653 -9.86 21.68 0.062 -0.159 -0.197
Si 3.226 -6.821 21.635 -0.058 0.075 -0.363
Si 8.547 -5.186 20.931 0.004 -0.375 -0.046
Si 6.717 1.483 21.506 -0.012 -0.008 -0.115
Si 6.463 -8.867 19.656 -0.212 0.204 -0.072
Si 6.154 -6.687 21.966 0.097 -0.089 0.009
Si 9.543 0.326 21.554 0.159 0.036 -0.224
Si 10 -10.228 22.308 0.333 0.002 0.162
Si 8.889 -2.645 22.332 0.047 -0.075 0.164
Si 10.611 -7.277 22.192 -0.068 0.131 0.264
Si -3.799 2.59 9.561 -0.001 -0.043 -0.145
Si -3.659 5.61 9.665 -0.224 -0.036 -0.052
Si -2.992 -5.251 9.908 -0.126 -0.005 0.027
Si -0.92 -1.22 10.014 0.137 -0.054 0.231
Si -1.049 1.753 9.848 0.129 0.074 0.091
Si -0.743 -9.065 10.095 0.242 -0.027 0.093
Si -0.098 -6.012 9.785 0.451 -0.006 -0.337
Si 0.533 -4.726 12.643 0.122 0.047 0.015
Si 4.628 1.195 10.046 -0.065 -0.109 0.31
Si 4.178 -9.605 9.606 -0.346 -0.058 -0.19
Si 4.365 -6.362 9.562 -0.188 0.151 -0.338
Si 8.71 2.713 10.376 -0.023 -0.211 0.118
Si 7.2 5.514 10.059 0.006 0.14 0.106
Si 7.504 -5.66 9.51 0.341 -0.348 -0.358
Si 7.275 -2.625 9.484 0.314 0.133 -0.469
Si -3.797 -2.165 9.681 -0.259 0.136 -0.467
Si -3.567 0.271 14.335 -0.06 0.109 0.183
Si -0.788 -0.12 15.099 0.231 0 -0.01
Si -1.575 -5.579 14.701 0.081 -0.012 0.11
Si 0.38 -1.744 12.555 0.287 0.044 0.121
Si 3.151 -0.726 11.801 -0.193 -0.081 0.196
Si 5.439 -11.712 17.061 -0.084 -0.034 -0.095
Si 4.688 2.874 14.086 -0.075 -0.007 0.114
Si 4.845 -5.763 12.308 0.1 -0.099 0.074
Si -5.121 -1.685 12.498 0.212 0.131 -0.126
Si 6.647 1.762 12.174 -0.067 0.041 0.287
Si 6.784 -3.804 13.446 -0.161 -0.058 0.105
Si -0.04 3.936 11.791 0.168 -0.156 0.208
Si 2.587 0.98 18.997 -0.051 0.13 -0.222
Si -4.548 -9.256 12.571 0.012 -0.073 0.201
Si 0.386 -12.213 18.926 -0.023 -0.054 -0.206
Si 7.42 -1.142 12.301 -0.345 0.081 -0.13
Si -1.678 2.561 14.182 0.127 0.093 0.097
Si 8.921 -8.269 14.398 0.016 -0.075 -0.02
Si 6.016 -3.647 16.379 -0.073 -0.06 0.025
Si -2.166 1.872 19.513 0.062 0 -0.033
Si 2.903 -3.865 16.932 -0.077 -0.036 0.024
Si 1.341 -9.812 17.196 0 -0.019 -0.007
Si 6.583 -0.618 16.31 -0.132 0.093 0.02
Si -1.162 -4.936 19.82 0.177 0.119 0.039
Si 7.056 -10.98 21.759 0.059 0.008 -0.083
Si 10.637 -9.836 17.33 0.045 -0.014 -0.045
Si 2.001 -4.788 19.805 -0.295 -0.01 -0.132
Si 9.505 0.098 16.29 0.059 0.112 0.115
Si 3.702 -10.012 18.958 0.071 0.016 -0.183
Si 7.283 -7.534 11.927 -0.014 0.239 0.118
Si 2.878 4.808 12.319 -0.077 -0.039 0.157
Si 10.33 -6.894 16.619 0.095 -0.1 -0.02
Si -3.716 -6.228 12.716 -0.093 -0.172 0.273
Si 10.55 1.338 18.897 0.156 0.138 -0.065
Si 8.221 -5.034 17.869 -0.01 0.035 -0.023
Si -5.575 -3.748 13.556 -0.095 -0.155 0.299
Si 1.648 -0.956 16.749 0.055 0.069 -0.079
Si 3.896 -0.013 14.629 -0.086 0.16 -0.009
Si 7.749 -9.54 17.069 0.01 -0.038 -0.126
Si 2.675 -5.953 14.509 -0.089 -0.006 0.042
Si -2.921 -4.597 17.135 0.059 -0.04 0.004
Si 5.641 1.169 18.557 -0.139 0.065 -0.237
Si 10.18 -2.975 16.701 0.028 -0.031 0.017
Si 1.978 -8.89 14.575 0.026 -0.043 -0.038
Si 11.344 -11.452 19.764 0.005 -0.13 -0.065
Si -2.93 5.213 14.962 -0.011 -0.001 0.046
Si -0.577 -8.284 15.578 0.105 -0.07 0.055
O 0.474 -3.471 22.564 0.229 -0.039 -0.104
O 0.476 0.782 21.783 0.039 -0.03 0.005
O -1.002 -10.899 22.739 -0.311 -0.022 0.573
O 1.068 -9.511 21.698 -0.001 0.051 0.093
O 3.445 -8.437 21.638 0.04 0.033 0.08
O -1.321 -7.142 22.807 -0.126 -0.002 0.333
O 4.902 -3 23.701 -0.578 -0.075 0.27
O 2.756 0.991 23.072 0.259 0.063 0.135
O 2.96 -10.796 22.961 0.227 -0.01 0.232
O 2.59 -6.471 23.098 0.262 -0.018 0.203
O 10.291 -3.014 23.076 0.132 0.001 0.115
O 7.586 -2.87 23.277 -0.05 -0.068 0.075
O 8.335 1.397 21.434 -0.046 0.072 -0.009
O 6.195 0.627 22.783 -0.208 -0.06 0.348
O 6.271 -10.177 22.933 -0.197 0.061 0.115
O 8.627 -11.095 22.19 -0.148 -0.033 0.063
O 9.823 -6.057 21.455 -0.049 0.066 -0.087
O 10.573 0.761 22.734 0.27 0.047 0.467
O -0.973 2.007 8.244 -0.03 -0.025 -0.209
O -2.631 1.689 10.273 0.03 -0.011 0.068
O -2.348 -8.883 9.827 -0.074 0.038 0.039
O 0.005 5.683 8.846 0.091 -0.007 -0.18
O -1.545 -5.502 9.212 -0.177 0.037 0.022
O -0.007 -1.99 8.913 0.165 0.018 -0.264
O 1.73 1.956 7.954 0.136 -0.02 -0.678
O 4.137 2.16 8.847 -0.131 -0.038 -0.359
O 3.47 0.725 11.118 0.096 0.164 -0.177
O 8.167 1.842 9.095 0.174 -0.006 -0.354
O 5.644 5.139 9.728 0.117 -0.03 0.053
O 7.774 -9.102 8.799 0.199 -0.089 -0.252
O 5.907 -5.903 9.254 -0.05 0.027 0.096
O 5.664 -2.807 9.178 0.004 0.08 -0.036
O -4.149 -5.959 9.007 -0.043 0.024 -0.077
O 11.575 -5.893 16.9 -0.055 0.013 0.019
O -4.834 -1.753 10.876 0.001 0.074 0.184
O -0.253 -0.987 13.83 -0.062 -0.014 -0.111
O 4.454 -3.404 16.748 0.063 0.029 0.001
O -2.008 -9.031 15.511 -0.054 -0.022 -0.029
O -0.839 2.207 18.631 0.01 -0.016 0.024
O -1.364 -9.065 20.862 0.028 0.033 0.019
O 2.539 -3.689 20.899 0.045 0.119 0.129
O 1.85 -0.217 18.18 -0.017 -0.029 0.114
O 2.844 0.516 20.519 -0.027 -0.007 0.137
O 2.282 -6.279 20.42 0.063 -0.151 0.146
O 4.699 -6.129 21.442 -0.085 -0.027 0.123
O 6.798 -2.222 16.394 0.066 -0.033 0.047
O 8.205 -5.553 19.397 0.055 0.042 0.045
O 6.343 -12.428 21.721 -0.033 0.034 0.004
O 6.661 -7.796 20.859 -0.012 0.021 0.054
O -5.334 -7.369 15.058 -0.014 0.085 -0.024
O 8.904 -6.214 16.988 -0.097 0.101 0.026
O -5.377 -3.586 15.187 -0.024 0.025 -0.265
O 10.29 0.276 20.104 -0.063 -0.035 0.15
O 9.623 1.054 17.602 -0.041 0.007 0.039
O -2.729 -12.194 20.143 -0.017 0.064 0.024
O 10.231 -12.606 19.419 -0.042 -0.011 0.036
O 9.634 -8.617 22.212 0.102 -0.002 0.008
O -0.613 1.513 14.881 -0.074 -0.056 -0.001
O -2.853 -5.871 11.396 0.073 0.024 -0.191
O -2.486 -1.196 9.595 0.001 0.061 -0.001
O -0.128 -7.567 10.324 -0.046 -0.043 0.074
O 3.766 1.533 14.132 0.005 -0.019 0.019
O 5.201 -0.201 9.38 0.004 0.097 -0.092
O 4.319 -7.984 9.78 -0.016 -0.07 0.095
O 3.246 5.227 10.794 0.099 0.028 -0.031
O 2.583 -7.467 15.105 0.045 0.052 0.001
O 3.866 -5.676 10.989 0.078 0.001 -0.022
O 7.957 0.091 15.764 0.015 -0.029 -0.072
O 3.728 -1.904 10.816 0.114 0.035 -0.193
O 8.178 2.115 11.795 0.141 0.078 -0.167
O 8.147 4.217 10.207 -0.002 0.059 0.027
O 7.302 -9.078 11.429 0.016 -0.221 -0.175
O 5.889 -4.51 12.285 0.055 0.105 0.021
O 7.987 -6.581 10.785 -0.034 -0.018 0.134
O 6.515 0.181 12.492 0.063 -0.089 -0.103
O 7.46 -1.629 10.747 0.031 0.142 0.34
O -0.979 3.333 12.957 -0.025 -0.007 -0.141
O -3.904 -0.82 13.173 -0.091 -0.072 -0.07
O -3.078 4.077 9.541 -0.2 -0.058 -0.013
O 2.149 -10.012 15.769 -0.054 0.054 -0.063
O 0.36 -8.759 14.317 -0.024 0.008 -0.058
O 5.329 -0.229 15.357 0.074 -0.065 -0.001
O -0.492 5.455 11.402 -0.101 0.174 -0.148
O 3.191 -10.674 20.362 -0.056 0.047 0.187
O -1.334 -6.488 20.251 -0.004 -0.19 0.059
O -4.928 0.632 15.159 -0.001 0.003 -0.107
O -2.02 -4.447 15.781 -0.011 0.011 -0.035
O -2.003 -4.733 18.452 0 0.018 0.064
O 8.887 -1.113 21.844 -0.066 -0.068 0.044
O 7.872 -4.099 9.872 -0.045 0.012 0.221
O 4.194 -11.208 17.977 -0.01 0.048 0.147
O 0.405 -4.612 19.525 0.037 -0.007 0.017
O 1.499 3.951 12.32 -0.07 0.002 -0.084
O 1.74 2.367 19.023 0.006 -0.077 0.072
O 1.537 -5.766 13.368 -0.011 -0.029 -0.06
O 0 -11.386 20.279 -0.043 0.121 0.19
O 1.541 -0.804 11.924 -0.056 0.027 -0.035
O 8.022 -7.38 13.374 -0.044 0.076 -0.123
O 8.343 -4.206 13.283 0.142 0.027 -0.052
O 6.195 2.52 17.815 0.07 -0.057 0.1
O 6.277 -0.13 17.827 0.067 -0.018 0.101
O 0.398 -5.088 11.053 -0.074 0.009 0.06
O 11.574 -10.498 18.47 0.019 0.045 0.006
O 5.725 -7.129 12.167 -0.031 -0.039 0.044
O 4.838 -12.077 15.606 -0.012 0.018 0.025
O 2.662 -0.34 15.632 -0.02 -0.037 0.016
O 2.706 -9.292 13.191 0.004 0.062 0.012
O -2.395 -0.379 15.297 -0.107 -0.022 -0.018
O 5.706 2.08 10.882 -0.012 0.019 -0.152
O 4.9 -8.929 19.174 0.021 0.041 0.031
O 0.616 -11.189 17.674 -0.036 -0.051 0.068
O -2.792 -6.421 14.037 -0.065 -0.016 -0.143
O 2.509 -4.894 15.729 0.015 0.014 0.006
O 9.94 -1.391 16.733 0.01 -0.05 -0.013
O -0.687 -6.665 15.533 -0.073 0.092 -0.004
O 7.368 -8.543 18.323 -0.049 -0.006 0.109
O 7.257 -5.493 21.876 0.058 0.133 0.071
O -4.717 -4.991 12.978 -0.045 0.033 -0.036
O -1.115 -1.411 21.744 0.023 -0.034 0.015
O 6.91 -10.307 20.28 0.058 -0.195 0.194
O -1.682 -3.924 21.012 0.065 0.075 0.081
O 6.67 -2.195 13.283 0.075 0.024 -0.106
O 6.184 2.582 13.497 0.083 -0.043 -0.162
O 11.963 -7.595 21.322 0.035 -0.003 0.045
O -4.425 -7.644 12.404 0.025 0.143 -0.014
O 0.187 -8.673 16.974 -0.035 0.011 -0.003
O 1.064 -3.196 12.869 -0.049 -0.039 0
O 4.08 -5.762 13.728 0.068 0.029 -0.055
O 6.685 -4.712 17.418 0.05 0.003 -0.001
O 3.773 -0.945 13.296 0.065 -0.018 -0.092
O 2.758 -4.598 18.379 0.057 -0.009 0.067
O -4.603 5.654 11.033 0.111 0.046 -0.139
O 8.842 -3.599 21.017 -0.018 0.2 0.05
O -3.322 5.491 13.392 -0.041 0.054 -0.105
O 10.638 -8.216 17.521 -0.005 0.018 0.065
O 6.188 -4.257 14.885 0.042 -0.058 -0.073
O 10.938 -10.542 21.022 -0.076 -0.021 -0.034
O -1.925 0.874 20.77 0.071 -0.068 0.004
O 9.1 -10.373 17.458 -0.028 0.007 0.027
O -0.159 2.919 10.538 -0.13 -0.115 -0.125
O -5.136 2.654 10.505 -0.014 0.024 -0.078
O 2.408 -9.263 18.296 0.072 0.013 0.105
O 12.154 1.251 18.518 -0.045 -0.012 0.049
O 1.922 -2.56 16.881 -0.009 -0.015 0
O -0.785 -1.988 11.447 -0.138 0.002 -0.193
O 9.096 -3.676 17.683 -0.007 -0.005 0.061
O -0.403 0.308 10.2 0.051 0.06 -0.021
O -3.283 -3.666 10.002 0.075 -0.231 0.105
O 4.033 1.216 18.308 0.026 -0.008 0.083
O -2.182 3.772 15.163 -0.013 -0.03 0.017
O 11.19 -10.264 15.865 -0.022 -0.027 -0.009
O 0.092 -0.653 16.354 -0.04 0 0.063
O 9.567 -9.479 13.482 0.041 -0.03 -0.072
O 1.964 -1.367 22.078 0.1 -0.086 -0.007
O 7.992 -8.787 15.637 -0.011 0.021 0.002
O -2.968 1.664 13.705 -0.082 -0.112 -0.075
O 6.512 -10.537 16.836 0.059 0.02 0.009
O 8.953 -0.853 12.746 0.206 0.003 0.071
O -0.866 -4.815 13.463 -0.074 -0.01 -0.036
O 4.016 3.941 13.074 0.044 0.017 -0.078
O 11.667 -3.247 17.304 -0.059 0.038 -0.018
O 6.013 1.007 20.122 0.105 -0.017 0.184

Results
free energy: -285397.517 eV
free energy less fixed offsets of O -568.88, Si -635.61 eV per atom: -13.517 eV

The program warned: the cutoff lies below the one the program advises for these potential files; the forces do not sum to zero within the program's tolerance; the exchange-correlation potential is rough where the density is thin.
